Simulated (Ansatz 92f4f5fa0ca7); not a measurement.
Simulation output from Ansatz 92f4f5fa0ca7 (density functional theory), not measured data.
Periodic cell of 414 atoms, Si266O148, from a study of silicon, its oxide and their interface. The atomic structure is a simulated model.
Doubt: the cutoff is far below the 930 eV that the study's wrapper takes by default for these files, so forces and energies are approximate.

Settings
functional: PBE
potential files: Ansatz PAW
basis: plane waves
wave-function cutoff: 580 eV
density cutoff ratio: 5
exchange-correlation grid ratio: 1
k mesh: 1 x 1 x 1, Gamma-centred
self-consistency stop: 5e-08 eV per atom in the density residual
occupations: fixed
spin: none
net charge: 0

Cell vectors (angstrom)
a	15.4687	0	0
b	0	12.8259	0
c	0	0	36.4933

Atoms: element, x, y, z (angstrom)
Si	0.0449	1.1865	33.8234
Si	3.8961	1.1779	33.7791
Si	7.7175	1.175	33.7545
Si	11.6129	1.1848	33.8282
Si	1.888	7.5708	33.8419
Si	5.755	7.5832	33.8064
Si	9.6648	7.5716	33.8527
Si	13.5546	7.5782	33.8391
Si	1.9336	5.247	34.2264
Si	5.8008	5.247	34.2264
Si	9.6679	5.247	34.2264
Si	13.5351	5.247	34.2264
Si	0	11.6599	34.2264
Si	3.8672	11.6599	34.2264
Si	7.7343	11.6599	34.2264
Si	11.6015	11.6599	34.2264
Si	0	4.664	35.4631
Si	3.8672	4.664	35.4631
Si	7.7343	4.664	35.4631
Si	11.6015	4.664	35.4631
Si	1.9336	11.0769	35.4631
Si	5.8008	11.0769	35.4631
Si	9.6679	11.0769	35.4631
Si	13.5351	11.0769	35.4631
Si	0	2.332	35.8754
Si	3.8672	2.332	35.8754
Si	7.7343	2.332	35.8754
Si	11.6015	2.332	35.8754
Si	1.9336	8.745	35.8754
Si	5.8008	8.745	35.8754
Si	9.6679	8.745	35.8754
Si	13.5351	8.745	35.8754
Si	1.9336	1.749	0.6188
Si	5.8008	1.749	0.6188
Si	9.6679	1.749	0.6188
Si	13.5351	1.749	0.6188
Si	0	8.162	0.6188
Si	3.8672	8.162	0.6188
Si	7.7343	8.162	0.6188
Si	11.6015	8.162	0.6188
Si	0	5.83	1.031
Si	3.8672	5.83	1.031
Si	7.7343	5.83	1.031
Si	11.6015	5.83	1.031
Si	1.9336	12.2429	1.031
Si	5.8008	12.2429	1.031
Si	9.6679	12.2429	1.031
Si	13.5351	12.2429	1.031
Si	1.9336	5.247	2.2678
Si	5.8008	5.247	2.2678
Si	9.6679	5.247	2.2678
Si	13.5351	5.247	2.2678
Si	0	11.6599	2.2678
Si	3.8672	11.6599	2.2678
Si	7.7343	11.6599	2.2678
Si	11.6015	11.6599	2.2678
Si	1.9336	2.915	2.68
Si	5.8008	2.915	2.68
Si	9.6679	2.915	2.68
Si	13.5351	2.915	2.68
Si	0	9.328	2.68
Si	3.8672	9.328	2.68
Si	7.7343	9.328	2.68
Si	11.6015	9.328	2.68
Si	-1.8857	-1.6581	31.0435
Si	6.0367	5.8995	25.2484
Si	0.0079	-2.5773	16.4591
Si	9.3914	6.019	21.9401
Si	2.0959	10.1745	22.1006
Si	-0.1145	7.4031	25.4091
Si	5.1596	8.2636	26.6846
Si	11.6891	3.4405	28.924
Si	-1.8963	4.1286	27.6801
Si	-0.7423	4.8849	23.7238
Si	14.9441	0.5307	27.1646
Si	16.4624	2.9215	20.8046
Si	5.7525	8.4122	29.7411
Si	4.7885	5.9741	22.4294
Si	11.7625	13.8601	29.3344
Si	11.9894	13.228	25.0175
Si	7.6843	-1.8709	24.1866
Si	5.5791	7.3787	18.6001
Si	10.637	9.6881	19.8654
Si	17.7206	4.2938	27.4101
Si	1.9343	13.4394	30.4666
Si	7.8606	13.8669	29.2784
Si	5.7733	10.7108	30.825
Si	11.4834	7.121	30.6079
Si	-1.8335	0.6866	30.6636
Si	1.5631	5.5682	21.8376
Si	5.793	0.3042	30.2487
Si	9.7744	3.9156	27.5877
Si	2.3041	6.7288	27.0853
Si	3.8464	3.5201	28.9698
Si	9.7666	13.2328	30.5133
Si	21.0553	3.7089	27.456
Si	1.8028	-1.7147	30.8237
Si	8.1185	2.036	20.8291
Si	7.6969	3.3819	28.6826
Si	12.8579	-0.5245	27.7632
Si	0.8508	10.1705	28.7843
Si	7.6442	7.1467	30.4907
Si	9.5862	8.0936	29.4385
Si	13.8127	10.2175	28.9169
Si	0.1661	3.6857	28.7775
Si	3.7313	7.2764	30.4321
Si	7.6803	4.7041	30.7565
Si	11.597	4.7289	30.9204
Si	0.0204	14.1877	29.3082
Si	5.2453	11.2666	25.789
Si	9.659	10.8698	30.9309
Si	9.3838	14.7064	25.3134
Si	1.9522	4.1526	32.147
Si	5.7909	4.1053	32.0907
Si	9.6288	4.1069	32.0946
Si	13.5588	4.1599	32.1432
Si	0.0157	10.5195	32.2159
Si	3.7927	10.4982	32.1139
Si	7.7026	10.4565	32.1985
Si	11.6164	10.5059	32.1909
Si	1.9656	1.7903	32.5399
Si	5.7845	1.6692	32.3808
Si	9.6977	1.7288	32.5322
Si	13.569	1.8518	32.6695
Si	-0.0084	8.1886	32.5873
Si	3.7727	8.1888	32.5976
Si	7.7312	8.1351	32.6276
Si	11.6086	8.1956	32.678
Si	0	2.332	3.9167
Si	3.8672	2.332	3.9167
Si	7.7343	2.332	3.9167
Si	11.6015	2.332	3.9167
Si	1.9336	8.745	3.9167
Si	5.8008	8.745	3.9167
Si	9.6679	8.745	3.9167
Si	13.5351	8.745	3.9167
Si	2.0558	6.4025	4.3362
Si	5.8332	6.4113	4.3422
Si	9.6957	6.4082	4.3037
Si	13.5299	6.4	4.3078
Si	0.0227	12.8203	4.318
Si	3.8412	12.8365	4.3515
Si	7.7524	12.8264	4.3702
Si	11.6528	12.8372	4.3355
Si	0.0641	5.7923	5.4026
Si	3.9835	5.8833	5.7338
Si	7.7874	5.8607	5.5596
Si	11.5999	5.7997	5.5755
Si	1.9082	12.2304	5.6191
Si	5.7682	12.3128	5.6296
Si	9.7466	12.281	5.6082
Si	13.5954	12.1976	5.5673
Si	0.0823	3.501	5.9244
Si	4.0829	3.5062	6.0508
Si	7.8471	3.4643	5.9573
Si	11.6479	3.4248	5.9831
Si	1.9177	9.8761	6.0625
Si	5.7561	9.9763	5.9812
Si	9.7141	9.9658	5.9443
Si	13.5389	9.8655	5.9541
Si	2.7576	3.3236	13.9056
Si	7.1229	4.2404	9.1945
Si	9.7234	2.6851	7.1765
Si	13.6364	2.8014	7.1175
Si	-0.0702	9.2307	7.2423
Si	2.0178	4.0107	9.1337
Si	7.7551	9.7134	7.1886
Si	11.5865	7.0693	7.5938
Si	-1.8654	6.3579	8.4996
Si	4.0946	7.0616	7.9263
Si	2.0081	6.3275	8.8011
Si	7.8554	7.2916	7.4793
Si	3.211	10.8266	9.2513
Si	5.9219	13.2719	7.8447
Si	11.4275	10.1043	12.1492
Si	7.7587	11.7406	8.6637
Si	1.5452	7.8393	17.585
Si	6.1039	2.8663	7.3975
Si	11.6279	9.3888	7.2346
Si	15.6028	6.8938	7.4306
Si	3.8148	13.037	8.9485
Si	6.3125	6.541	9.051
Si	7.9353	16.9266	23.7834
Si	13.6797	13.3012	7.6653
Si	6.6818	3.5313	11.3623
Si	9.636	6.3837	8.699
Si	12.294	1.3695	10.9463
Si	15.4563	3.8103	10.362
Si	3.8507	9.3913	7.3878
Si	6.491	12.1288	13.018
Si	8.3238	14.646	13.3291
Si	16.4778	11.0576	10.2498
Si	2.0492	2.9262	7.0861
Si	6.2895	6.1135	13.0638
Si	13.515	4.0974	9.0396
Si	9.5535	4.0783	9.029
Si	1.1046	7.65	13.2878
Si	12.323	10.4679	9.2681
Si	9.7214	13.1328	7.83
Si	15.5749	13.0421	9.1658
Si	0.4614	1.4201	13.9155
Si	11.5469	3.5855	10.3331
Si	11.0286	-4.8981	14.142
Si	16.0921	6.1745	10.7153
Si	1.9157	13.4998	7.6434
Si	1.8925	10.5402	12.5292
Si	7.807	7.497	10.7452
Si	8.9024	7.7421	16.4488
O	12.3508	1.536	20.5954
O	9.8749	11.7611	22.1025
O	26.5011	15.4079	18.5473
O	-7.0189	11.4647	25.5714
O	-5.8846	-11.7386	12.6107
O	20.5228	-16.2598	15.8342
O	11.9526	-5.9165	26.5448
O	6.0727	13.4113	17.7123
O	3.3632	3.6952	10.1147
O	11.8822	4.0766	20.5974
O	12.7295	1.8575	25.2405
O	16.8565	6.2614	17.1654
O	7.5217	6.9771	15.9934
O	-2.3515	6.9504	18.1615
O	11.6837	4.6787	11.6102
O	0.8437	22.4224	21.243
O	6.0606	4.6922	16.1058
O	15.4501	0.983	12.4131
O	10.2612	23.5098	18.6021
O	27.8955	11.0518	22.435
O	41.4767	9.0093	12.9998
O	20.9762	5.747	18.5336
O	-14.0178	7.0226	25.6883
O	10.6736	11.5475	12.1754
O	21.6963	11.288	14.3924
O	24.3482	20.1672	22.7121
O	24.5605	18.9699	20.3325
O	20.4303	18.5017	24.0369
O	5.8661	23.7412	18.9152
O	9.9141	-5.3186	15.2212
O	21.2712	17.8369	21.5495
O	-6.1269	8.6994	20.0297
O	19.2999	16.9019	17.4439
O	11.9579	8.8083	19.4974
O	-9.3473	20.3164	25.6107
O	27.7278	-4.1586	14.9374
O	-0.9184	11.3354	24.0827
O	-21.2079	-5.0343	27.8133
O	8.3926	25.6734	28.0091
O	6.0276	17.5889	12.19
Si	10.9335	10.5182	22.0551
Si	19.3237	4.8474	30.9084
Si	7.3649	10.5029	10.7366
Si	6.1969	16.2108	21.7466
Si	19.3914	28.1182	11.0548
Si	17.1737	7.873	29.1134
Si	17.6461	11.686	14.6611
Si	-3.9569	3.1748	17.1018
Si	14.4519	5.948	14.5091
Si	6.343	11.7967	17.5888
Si	-1.6737	14.0314	16.2585
Si	13.2889	12.112	23.3508
Si	-8.3234	5.5496	15.2109
Si	-5.1549	6.9187	26.5498
Si	8.7058	20.2104	19.333
Si	19.1826	12.5987	21.4
Si	17.8578	0.9773	18.9272
Si	3.4522	2.2755	22.6855
Si	-2.3971	7.6485	19.6156
Si	15.25	12.5405	18.4336
Si	13.9034	13.9458	20.921
Si	5.4025	4.4539	17.5727
Si	3.7932	1.0655	29.0546
Si	7.7615	12.5971	26.5388
Si	0.3259	10.4518	24.6602
Si	13.278	6.5359	27.4686
Si	-7.2162	11.9669	22.1611
Si	12.4524	18.6944	12.3998
Si	2.9501	0.1089	26.8131
Si	4.4919	8.1003	16.6527
Si	7.0313	14.7151	17.9437
Si	3.3319	15.6672	25.7537
Si	12.9227	-2.6947	14.5771
Si	-0.0858	7.1088	30.4803
Si	16.0217	-7.8977	16.7303
Si	9.3524	10.8094	17.2333
Si	14.2059	7.5227	10.3702
Si	10.9783	25.9206	12.6171
Si	3.6424	6.4418	14.2828
Si	11.2153	2.6457	20.1744
Si	8.8003	2.9263	15.429
Si	-2.1187	-4.9903	29.4203
Si	9.3732	8.4233	23.8189
Si	13.2312	5.6591	17.2096
Si	15.509	4.7713	30.8895
Si	-3.1575	18.0898	21.616
Si	11.7207	24.7749	15.3854
Si	0.9842	-1.2982	26.7794
Si	-9.4662	10.6975	20.5588
Si	5.195	11.0179	15.6417
Si	2.9061	2.9279	16.7839
Si	14.7848	14.4118	10.9982
Si	-0.8301	9.7261	9.4931
Si	4.8052	8.719	21.1637
Si	11.824	12.7899	9.0316
Si	16.0097	8.1999	20.4861
Si	14.0568	2.5665	25.8872
Si	4.4931	10.837	11.2162
O	17.913	-11.3496	26.0225
O	7.9423	0.7244	21.8197
O	18.9405	-2.8051	12.2209
O	5.1215	-13.5189	12.0687
O	9.235	19.5788	10.3216
O	17.1072	10.3488	23.6651
O	-1.0551	25.6779	19.802
O	1.3318	23.8078	15.879
O	-7.2696	-3.7231	10.6523
O	14.611	20.1054	26.8433
O	20.0029	7.9478	19.7354
O	12.8952	10.2522	12.913
O	-7.5686	15.0315	16.6007
O	-7.5253	14.4306	19.2604
O	14.5713	-6.4971	24.4679
O	-0.5404	0.9383	17.3957
O	14.9028	-1.7368	17.7552
O	34.6096	0.663	22.7708
O	9.7384	15.3123	20.8896
O	19.0108	13.4408	20.0051
O	12.0142	12.2041	26.3171
O	7.0481	0.7757	13.4414
O	-7.3882	9.3691	24.0883
O	2.3886	20.3106	14.269
O	3.4349	-9.8041	24.1319
O	12.8077	6.541	20.7595
O	5.5455	2.3833	11.1152
O	-20.8895	15.4215	26.6227
O	-5.8073	-3.0691	29.6106
O	29.8787	23.0411	15.2296
O	23.4508	-1.1681	17.4241
O	16.6397	15.7258	13.8269
O	9.8504	7.629	25.162
O	-5.1594	11.5653	16.1335
O	7.3445	19.9273	12.2745
O	13.3496	6.2023	15.6787
O	3.1823	18.5624	22.063
O	0.1563	5.0231	15.1452
O	1.4865	-4.8794	19.201
O	9.0922	15.942	24.314
O	3.0273	1.4824	17.5201
O	5.1353	11.844	21.3451
O	-4.5192	-7.0684	22.3736
O	4.7824	19.5906	13.1589
O	-25.6376	-5.3128	22.1827
O	1.4997	27.8907	19.4331
O	-10.8096	28.4173	21.6938
O	15.2324	21.7535	24.8749
O	4.9077	15.4601	26.3265
O	18.8961	13.8868	10.3743
O	15.1465	7.3399	14.0216
O	7.6355	11.3778	12.0959
O	8.5292	-8.0807	22.4205
O	23.4181	13.9939	25.6853
O	20.2435	-28.6933	26.2564
O	22.5878	-17.9388	19.0958
O	3.9469	12.22	25.6986
O	18.4299	8.4597	17.128
O	-5.0392	0.8009	24.6781
O	11.891	4.7514	17.3467
O	-16.318	17.67	17.585
O	8.4189	30.1565	15.105
O	6.2399	24.887	26.8324
O	12.9103	2.5285	16.5667
O	-11.6733	-5.436	26.831
O	17.053	0.3781	14.478
O	28.5013	7.1047	11.494
O	-17.2312	18.0445	13.2517
O	7.4981	18.1223	24.8059
O	10.3645	15.7671	15.9688
O	17.8896	11.6278	21.4775
O	23.0188	23.7803	21.0469
O	-2.6877	25.5781	16.3471
O	13.4891	4.7922	22.6442
O	-4.9068	-3.4835	23.164
O	14.4806	8.3286	19.9939
O	19.2088	-1.1262	15.1951
O	14.5844	1.4302	14.8455
O	5.9651	21.2268	28.0904
O	9.814	5.3568	26.7352
O	-0.5616	15.2607	21.0102
O	-1.5178	13.252	22.3857
O	-12.0857	-10.1856	15.2512
O	1.182	17.3685	20.6027
O	-14.4822	9.1776	12.7771
O	3.4028	9.2295	21.8817
O	8.8167	-3.4742	16.6883
O	15.8024	8.7212	16.9305
O	7.937	2.9778	12.2301
O	16.8714	32.1947	12.1208
O	24.8626	7.0752	17.8709
O	1.3954	-25.947	18.7106
O	21.1044	-7.6714	26.6471
O	-9.4213	11.1211	24.3672
O	-4.0652	-6.3097	13.4443
O	22.0952	16.0596	23.3513
O	5.7988	35.5867	10.7745
O	-14.0722	16.381	16.8816
O	-9.3459	16.0172	18.303
O	-12.4268	-7.8993	14.0721
O	11.4949	13.0396	14.1677
O	31.7107	17.7392	23.1121
O	11.577	-3.1224	10.5841
O	17.4367	2.4909	22.0343
O	16.3143	-18.6571	21.5383
O	19.8524	-6.0798	15.7099
O	14.6914	3.5775	24.713
O	18.9034	2.6915	12.582

Results
free energy: -253262.776 eV
free energy less fixed offsets of O -568.88, Si -635.61 eV per atom: 3.724 eV

Forces (eV/angstrom), in the order of the atoms: element, x, y, z
Si	0.0113	0.0212	-0.0501
Si	0.0156	-0.0195	-0.0679
Si	0.0212	0.0241	-0.0787
Si	-0.0321	0.0233	-0.0516
Si	0.0607	-0.029	-0.0361
Si	0.0207	-0.0379	-0.1142
Si	-0.0276	0.089	-0.0325
Si	-0.0392	-0.0653	-0.0118
Si	-0.0469	0.0149	0.1575
Si	-0.0058	-0.2221	-0.2565
Si	-0.1019	-0.2311	-0.2296
Si	0.1156	0.2043	0.0974
Si	0.1167	0.3078	0.3766
Si	-0.193	0.1703	-0.3974
Si	-0.0261	0.2286	-0.0263
Si	-0.0615	0.2862	0.1544
Si	0.038	-0.082	0.0042
Si	0.0407	-0.0121	-0.0138
Si	-0.0191	0.0343	-0.0058
Si	0.0096	-0.0842	-0.0791
Si	-0.0158	0.0457	0.0206
Si	0.047	-0.0662	-0.1079
Si	-0.0006	0.0191	-0.0345
Si	0.0221	0.0197	0.0089
Si	0.1193	0.0558	0.1529
Si	0.1151	-0.0041	-0.1818
Si	-0.1132	-0.0949	-0.3234
Si	-0.0416	0.0289	0.1475
Si	-0.0717	0.052	0.1429
Si	-0.0818	-0.0337	0.0218
Si	-0.0428	0.0087	0.2536
Si	0.0563	0.0722	0.146
Si	0.0362	-0.0274	-0.0085
Si	0.0297	0.0436	-0.0422
Si	0.0508	0.0137	-0.0456
Si	0.0142	-0.0055	-0.0071
Si	0.0343	0.0405	0.0349
Si	-0.0282	-0.0034	-0.0101
Si	0.025	-0.0018	-0.007
Si	-0.0118	0.0411	0.0125
Si	-0.041	0.1038	0.0817
Si	-0.0118	-0.0562	-0.0582
Si	0.0139	0.007	0.0364
Si	-0.0179	-0.0116	-0.0372
Si	0.0304	-0.0264	-0.0014
Si	-0.0525	0.068	0.0741
Si	-0.0033	0.0396	0.05
Si	-0.0403	0.0157	0.005
Si	0.359	-0.024	-0.0179
Si	-0.0848	-0.0022	0.0522
Si	0.0351	-0.0576	-0.1951
Si	-0.0505	-0.1052	-0.196
Si	0.0629	-0.0501	-0.0491
Si	-0.0074	0.0631	0.1524
Si	0.0452	0.0575	0.217
Si	0.0448	-0.0007	0.0757
Si	-0.0353	0.094	0.0516
Si	-0.0287	-0.1102	-0.0437
Si	-0.0743	-0.0708	-0.0292
Si	-0.0265	0.0035	-0.0155
Si	-0.0388	-0.0885	0.0169
Si	0.0081	0.0556	0.0651
Si	-0.0285	0.0689	0.1065
Si	0.0008	-0.0016	-0.022
Si	-0.0649	0.0689	0.0345
Si	0.0926	-0.1218	-0.0035
Si	-0.0444	-0.0019	0.2159
Si	0.2564	0.0518	-0.0263
Si	-0.2681	0.0516	-0.0157
Si	-0.0369	-0.115	0.1207
Si	-0.0773	-0.0453	0.301
Si	-0.0042	0.0056	0.115
Si	0.2522	-0.0455	-0.1002
Si	-0.0118	-0.0887	-0.0651
Si	-0.0909	-0.0096	0.1993
Si	0.0244	0.17	-0.1962
Si	-0.0712	-0.1862	-0.1585
Si	-0.2118	-0.1598	-0.0156
Si	-0.1654	-0.1333	-0.0923
Si	0.3832	-0.4489	-0.2816
Si	0.0143	0.0122	0.2234
Si	0.0617	-0.193	-0.0745
Si	0.1082	-0.1045	0.1146
Si	-0.3367	0.1619	0.006
Si	0.0819	0.0727	0.0028
Si	0.44	-0.3855	-0.0185
Si	0.0219	0.0334	0.041
Si	-0.2307	0.1112	-0.1677
Si	0.0909	0.1866	0.197
Si	-0.0741	-0.0703	-0.2496
Si	-0.2215	0.1511	0.0024
Si	0.1953	0.0521	0.1159
Si	0.0793	-0.2573	0.3622
Si	-0.0016	-0.0381	0.0833
Si	0.0421	0.3002	0.1642
Si	0.0662	-0.091	0.0097
Si	0.0762	0.1472	-0.0693
Si	0.4572	0.0404	-0.2179
Si	-0.0632	0.1717	-0.222
Si	0.1803	0.2037	-0.1355
Si	-0.0798	-0.0686	-0.0096
Si	0.0143	0.1712	-0.0378
Si	0.3563	-0.1978	0.0732
Si	0.2137	-0.0699	0.036
Si	0.0545	0.1659	-0.0735
Si	0.0122	0.1004	-0.1899
Si	-0.0776	-0.0196	0.0286
Si	0.0269	-0.0863	0.0326
Si	0.0592	-0.0142	-0.0429
Si	-0.0272	0.1014	-0.0697
Si	-0.0581	-0.3341	-0.3432
Si	-0.0719	0.3322	0.246
Si	-0.018	0.0646	-0.0338
Si	0.0244	0.0405	-0.0468
Si	0.0082	-0.0593	-0.054
Si	-0.0298	-0.0251	-0.1065
Si	-0.0828	-0.1492	0.0444
Si	-0.0491	-0.004	-0.0327
Si	-0.0646	-0.0845	-0.0675
Si	0.0087	-0.0721	-0.0698
Si	-0.0068	-0.01	-0.0637
Si	0.0666	-0.1045	0.0093
Si	-0.0753	-0.1243	0.0308
Si	-0.0307	-0.0715	-0.036
Si	0.0281	0.0501	-0.0737
Si	0.0463	0.0404	0.14
Si	0.0773	-0.0293	0.1543
Si	-0.0862	-0.1026	0.0196
Si	0.1325	-0.2031	-0.2981
Si	0.362	0.2845	0.3518
Si	0.0504	-0.012	-0.2873
Si	0.155	-0.0061	-0.2742
Si	0.0669	-0.0511	0.4185
Si	-0.0851	0.0689	0.2309
Si	0.1927	-0.0505	-0.0078
Si	-0.0695	-0.2107	-0.2806
Si	-0.0804	0.0251	0.0062
Si	0.0062	0.0073	0.0781
Si	0.0132	-0.0498	0.0361
Si	0.0354	0.106	0.0894
Si	-0.016	-0.005	0.1038
Si	0.0535	0.0098	0.1582
Si	-0.0133	0.0394	0.2187
Si	0.0005	0.0319	0.1038
Si	-0.0185	0.0199	0.0823
Si	0.0506	0.0026	0.0855
Si	0.0379	0.207	-0.0016
Si	-0.1537	0.0227	0.0655
Si	0.1736	-0.129	0.1198
Si	-0.0771	-0.0728	-0.0824
Si	-0.0358	-0.1693	-0.2355
Si	-0.0404	-0.0202	0.0086
Si	-0.0075	0.1015	0.0625
Si	0.0199	-0.1725	0.081
Si	0.0324	-0.0655	0.1009
Si	0.0545	-0.1634	0.046
Si	-0.0607	0.0989	-0.048
Si	-0.1437	0.0907	0.0633
Si	0.0126	0.1881	-0.0648
Si	-0.0032	0.0925	-0.0603
Si	-0.1088	0.0239	0.1079
Si	-0.3109	-0.1461	-0.02
Si	0.0315	0.0721	0.0273
Si	0.0122	-0.0097	0.0045
Si	0.073	-0.1222	0.0989
Si	0.0396	-0.3303	-0.2607
Si	0.0159	-0.0555	-0.0056
Si	0.2555	0.0088	-0.0182
Si	-0.1517	-0.0201	-0.2061
Si	0.2212	-0.0513	0.0266
Si	-0.2848	-0.1393	0.0982
Si	-0.0981	-0.0371	-0.1376
Si	0.0467	-0.0366	0.1232
Si	0.2458	-0.151	-0.0659
Si	-0.1336	-0.1035	-0.0106
Si	-0.044	0.1863	-0.2364
Si	-0.3836	-0.3723	0.0946
Si	-0.0444	0.0541	0.2236
Si	0.071	0.0649	-0.0246
Si	0.1108	-0.0414	-0.3155
Si	-0.6838	0.4313	-0.4805
Si	-0.0723	-0.0114	-0.0869
Si	-0.0532	0.1556	0.1846
Si	0.0101	-0.0498	0.0387
Si	-0.0283	0.2063	-0.8834
Si	0.2096	0.1277	0.2554
Si	-0.0358	-0.0249	0.0006
Si	0.0658	0.258	0.0293
Si	0.1795	0.1142	-0.0366
Si	-0.0495	-0.1833	-0.2266
Si	0.0114	0.052	0.0441
Si	-0.0861	0.123	-0.0901
Si	0.033	-0.1415	0.0818
Si	0.1665	-0.057	0.0465
Si	-0.1022	-0.0283	-0.1017
Si	-0.0986	-0.1714	-0.3072
Si	-0.1307	-0.4153	-0.0173
Si	-0.1155	-0.2128	0.2487
Si	-0.0315	-0.2094	0.1551
Si	0.1562	0.2006	-0.1394
Si	-0.0795	0.26	-0.1162
Si	0.3227	0.365	0.415
Si	0.2678	-0.0525	-0.0463
Si	-0.0974	0.1445	0.1503
Si	0.1563	0.3009	-0.1437
Si	0.237	-0.2533	-0.0494
Si	-0.1444	-0.1358	-0.449
Si	0.3319	0.0176	-0.0258
O	-0.1237	-0.1071	0.064
O	-0.0157	0.3211	0.0681
O	-0.1328	-0.1195	-0.0119
O	-0.0697	-0.0762	0.0219
O	-0.2071	-0.0121	0.0194
O	0.0437	0.0053	-0.1908
O	-0.0552	-0.0549	0.0133
O	0.0638	-0.0011	0.0758
O	-0.0929	-0.0582	-0.0151
O	-0.0553	-0.1472	-0.0254
O	-0.2263	-0.1489	-0.1275
O	0.1344	0.2521	0.0161
O	-0.0822	-0.1412	0.0702
O	-0.0645	0.0639	0.0052
O	-0.0091	-0.1989	-0.1887
O	0.0444	0.0952	0.0849
O	0.23	0.077	-0.0855
O	-0.1422	-0.0231	-0.18
O	-0.1096	0.0811	-0.0901
O	0.0662	-0.0302	-0.0236
O	-0.0774	0.0584	-0.1926
O	0.0726	-0.0623	0.0917
O	0.1228	0.0421	-0.0063
O	-0.1502	-0.0178	-0.1051
O	0.0363	-0.0087	-0.1057
O	-0.0657	0.0606	0.0328
O	-0.1327	0.0174	-0.1162
O	-0.0327	0.0211	0.0707
O	0.1302	0.1134	0.1775
O	-0.0429	-0.0706	0.0097
O	0.0825	-0.1797	-0.0455
O	-0.0466	0.122	-0.007
O	0.3022	0.1139	0.1064
O	-0.0748	0.1073	-0.0313
O	0.0563	0.1263	-0.067
O	0.0382	0.0459	0.0169
O	-0.2426	0.1466	-0.3085
O	-0.0378	-0.0206	-0.0287
O	-0.1482	0.1961	-0.0341
O	-0.2043	0.0914	0.3226
Si	0.0274	-0.3968	-0.2637
Si	0.0804	-0.0224	0.0125
Si	-0.0813	0.1772	-0.5988
Si	-0.7467	0.4616	0.5105
Si	-0.202	-0.0286	-0.2795
Si	-0.1371	-0.0357	-0.0558
Si	-0.1062	-0.1016	0.0577
Si	0.3622	0.2696	0.1932
Si	-0.0607	-0.2207	0.1204
Si	0.0133	-0.1334	-0.2351
Si	0.0564	0.0954	0.0649
Si	-0.0782	-0.0317	0.2544
Si	-0.1104	0.0497	0.0446
Si	0.1488	-0.0225	0.4274
Si	0.1909	-0.1813	-0.0399
Si	-0.4524	0.2243	0.03
Si	-0.2765	0.2261	-0.0079
Si	-0.2246	0.0083	-0.0169
Si	0.1197	-0.2468	-0.1452
Si	0.0455	0.1156	-0.0938
Si	0.194	0.2161	-0.2831
Si	-0.4207	-0.0591	-0.0279
Si	-0.0529	-0.1981	-0.0117
Si	-0.0152	-0.2111	0.0418
Si	0.4942	0.1182	0.5914
Si	-0.0504	0.1029	0.0992
Si	0.0056	0.1555	0.0402
Si	0.1963	-0.0117	-0.2443
Si	-0.3785	-0.188	0.0554
Si	-0.2062	-0.1124	0.1107
Si	-0.0586	0.124	-0.0369
Si	-0.0915	0.0679	0.3957
Si	-0.144	-0.3097	0.1408
Si	-0.0529	0.0635	-0.0494
Si	-0.168	-0.0385	0.0877
Si	0.2031	-0.2857	-0.0731
Si	-0.2135	-0.5382	0.0906
Si	0.4056	0.0689	-0.0942
Si	-0.4451	-0.2378	-0.1523
Si	0.1867	0.2748	-0.073
Si	0.2621	-0.074	-0.0204
Si	0.1267	-0.1426	-0.074
Si	0.073	-0.1643	0.0064
Si	0.1824	-0.0697	-0.0177
Si	0.0069	0.0566	-0.1326
Si	-0.0027	0.0788	-0.0754
Si	0.2212	0.216	-0.0369
Si	0.2148	0.19	-0.0406
Si	-0.0669	0.0496	-0.0453
Si	-0.3898	0.1924	-0.1865
Si	-0.2266	0.0608	-0.0325
Si	0.0903	0.0657	0.1798
Si	0.2541	0.1413	-0.0972
Si	-0.3258	-0.384	0.4656
Si	-0.0787	0.1751	-0.1851
Si	-0.0374	-0.179	-0.0824
Si	0.1056	0.6219	0.3365
Si	-0.2631	-0.5387	-0.0969
O	0.1495	0.001	0.0832
O	-0.0421	-0.1421	-0.0244
O	-0.3313	0.2295	0.4456
O	0.1223	0.0544	0.2024
O	-0.1112	0.1974	-0.0209
O	-0.0484	-0.0523	-0.1455
O	-0.0623	-0.0368	0.1287
O	0.1651	-0.0527	-0.1116
O	0.1401	-0.1062	0.2096
O	-0.0469	0.071	0.0339
O	0.0621	0.0446	-0.0008
O	0.1384	-0.0054	0.064
O	0.0414	0.027	0.049
O	-0.0285	-0.0929	-0.113
O	-0.012	0.1092	-0.0655
O	-0.0434	-0.0087	-0.0338
O	-0.0223	-0.0486	-0.0032
O	0.1297	-0.0831	-0.0728
O	-0.1763	-0.1698	0.0591
O	0.2437	-0.0959	0.0927
O	-0.2063	0.0618	-0.093
O	-0.0436	0.0176	0.0222
O	-0.1365	0.1794	-0.0125
O	0.1636	0.1603	0.0919
O	0.0969	0.0134	-0.0884
O	-0.0485	-0.0543	0.0919
O	-0.0719	-0.1959	0.1678
O	-0.0855	-0.2266	-0.2985
O	-0.0595	0.284	0.5373
O	-0.138	-0.0276	-0.1686
O	-0.0241	0.1819	0.1496
O	-0.0329	-0.1261	-0.0057
O	-0.0611	0.0281	-0.0399
O	-0.1346	0.0213	0.0679
O	-0.0086	0.0555	0.1948
O	0.0222	0.0766	-0.0678
O	0.1357	-0.015	0.0686
O	0.0069	0.0384	-0.0245
O	0.1456	0.0594	-0.046
O	0.0339	-0.0403	-0.1007
O	0.0709	-0.105	0.0567
O	0.1739	-0.0358	-0.0389
O	-0.0983	0.0118	0.0113
O	0.0057	0.1997	-0.0489
O	-0.0341	0.2327	-0.1602
O	0.0657	-0.0654	0.0494
O	0.2915	-0.0449	-0.147
O	-0.1322	-0.1692	-0.1792
O	0.026	0.2689	-0.0098
O	0.2309	-0.2592	-0.0921
O	0.0631	0.204	-0.1252
O	-0.0128	-0.0519	0.3102
O	-0.1094	-0.1562	-0.0761
O	-0.04	0.1104	-0.0053
O	0.0266	0.0345	-0.1049
O	-0.067	0.053	0.0792
O	0.1208	-0.1204	0.0582
O	0.318	0.073	-0.1085
O	-0.1193	0.0097	-0.0072
O	-0.1912	-0.1353	-0.0512
O	-0.0234	0.013	0.0022
O	0.0302	0.0468	0.2076
O	0.0211	0.061	-0.0476
O	-0.0476	-0.0925	-0.0258
O	-0.1101	-0.0212	-0.0729
O	-0.002	-0.0145	-0.0087
O	-0.1802	0.2212	0.2255
O	0.0618	0.0164	-0.041
O	0.0519	-0.0345	0.0344
O	-0.3221	-0.0017	-0.0772
O	0.0802	0.004	-0.0349
O	-0.0117	0.1169	-0.1484
O	-0.1448	-0.1087	0.058
O	0.0285	-0.0054	0.0912
O	0.164	0.1633	-0.0112
O	0.0502	0.109	0.0641
O	0.2305	-0.1271	0.066
O	-0.004	-0.0665	0.0037
O	-0.0849	-0.005	-0.0082
O	-0.0895	-0.202	0.083
O	-0.1039	-0.1432	0.0338
O	0.036	-0.097	0.0329
O	0.0303	0.0061	-0.1045
O	0.0264	-0.0545	0.0895
O	0.0121	0.1712	-0.0192
O	0.2643	-0.1349	-0.0542
O	-0.1065	0.1529	0.0422
O	0.0167	0.1241	-0.1437
O	0.0424	-0.1353	0.2235
O	0.0873	0.2106	0.3853
O	-0.1643	-0.0299	-0.0437
O	0.0115	-0.0477	0.0049
O	-0.0755	-0.0665	-0.0574
O	0.0742	-0.0842	0.0635
O	-0.163	0.1366	0.0751
O	0.1438	-0.091	-0.1738
O	0.3382	0.1741	0.1154
O	0.1019	-0.0654	-0.0345
O	0.1807	-0.0362	0.1149
O	0.1844	0.1943	0.0215
O	-0.0635	0.0072	0.2046
O	0.0551	-0.0436	0.0736
O	0.2268	0.0362	-0.2323
O	0.0672	-0.0682	0.0927
O	0.0161	0.0571	0.1022
O	-0.0288	0.1478	0.0966
O	-0.0216	-0.2245	0.0647
O	-0.0125	-0.0948	-0.0127

The program warned: the cutoff lies below the one the program advises for these potential files; the exchange-correlation potential is rough where the density is thin.
